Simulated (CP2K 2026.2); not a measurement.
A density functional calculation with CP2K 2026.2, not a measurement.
Periodic cell of 432 atoms, Si324O108, from a study of silicon, its oxide and their interface. The atomic structure is a simulated model.
Doubt: the forces sum to 1.24 eV/angstrom along one axis rather than to zero, so they err by at least 0.0029 eV/angstrom per atom on average; the grid cutoff is modest.

Settings: functional PBE; method Gaussian and plane waves; basis set DZVP-MOLOPT-SR-GTH; pseudopotentials GTH-PBE; grid cutoff 350 Ry, relative cutoff 50 Ry; k points Gamma only; occupations fixed; spin none; net charge 0.

Cell vectors (angstrom)
a 16.32 0 0
b 0 16.32 0
c 2.3154 5.1691 29.5308

Atoms: element, x, y, z (angstrom)
Si 1.7245 14.6471 0.1967
Si 4.5124 1.0476 0.2357
Si 3.5476 9.4675 29.3218
Si 6.5163 11.8942 29.4525
Si 3.2729 15.1352 29.4973
Si 3.8679 12.3872 0.1794
Si 6.5672 14.9403 0.3881
Si 9.4564 1.4 0.5166
Si 7.2408 3.5291 0.0407
Si 9.2513 7.086 0.0385
Si 7.0502 9.3381 0.0035
Si 12.0191 17.225 29.4721
Si 11.7259 15.6795 0.0411
Si 16.8789 6.9235 29.4764
Si 12.3045 3.7889 0.4387
Si 17.5294 11.665 29.2764
Si 12.032 9.88 0.0144
Si 15.0939 12.216 0.0987
Si 2.7733 16.3182 1.4307
Si 5.6019 2.6489 1.4916
Si 2.814 5.3457 1.2331
Si 5.4266 8.1883 1.2871
Si 2.596 10.8878 1.4037
Si 5.3649 13.46 1.6313
Si 8.1121 16.2089 1.6185
Si 10.8787 2.6596 1.8397
Si 8.1735 5.374 1.2652
Si 10.9086 8.2132 1.2786
Si 8.1783 10.9068 1.3329
Si 10.8249 13.7524 1.1965
Si 13.5155 16.4721 1.3537
Si 16.3236 2.7719 1.1728
Si 13.665 5.4707 1.2879
Si 16.2585 8.1704 1.1282
Si 13.5789 10.9722 1.3827
Si 16.3459 13.6405 1.4485
Si 1.313 1.3885 2.6279
Si 4.1075 4.0265 2.6896
Si 1.4041 6.825 2.5262
Si 4.0479 9.5147 2.6701
Si 1.3232 12.2516 2.829
Si 4.0542 14.9543 2.8807
Si 6.8106 1.2989 2.9428
Si 9.4797 4.1809 2.8561
Si 6.7667 6.7436 2.6361
Si 9.5467 9.5426 2.6957
Si 6.8328 12.1409 2.8171
Si 9.5455 14.8776 2.8308
Si 12.3024 1.302 2.9957
Si 15.0296 4.1123 2.6642
Si 12.271 6.8369 2.6382
Si 14.9293 9.4881 2.6349
Si 12.2018 12.3868 2.6428
Si 14.9093 15.0435 2.6632
Si 16.2923 16.3688 4.0413
Si 2.6997 2.7026 4.034
Si 16.3824 5.4884 3.9929
Si 2.7067 8.1382 4.0096
Si 16.2746 10.8288 4.0701
Si 2.6845 13.5934 4.1873
Si 5.4123 16.2913 4.2388
Si 8.1631 2.7469 4.1919
Si 5.4218 5.4284 4.0583
Si 8.1559 8.1324 4.0115
Si 5.4181 10.8094 4.1033
Si 8.1646 13.5372 4.163
Si 10.8875 16.2392 4.2202
Si 13.6878 2.7823 4.1366
Si 10.9178 5.5245 4.0952
Si 13.5945 8.1727 4.0452
Si 10.8895 10.9455 4.0347
Si 13.5889 13.6525 4.0562
Si 1.4095 14.9676 16.3229
Si 4.0933 17.7055 16.3353
Si 1.3307 4.0415 16.2583
Si 4.089 6.8011 16.2752
Si 1.3719 9.5492 16.322
Si 4.0595 12.2625 16.3798
Si 6.7624 14.96 16.3283
Si 9.5417 17.6847 16.366
Si 6.8257 4.0702 16.4058
Si 9.5009 6.7601 16.331
Si 6.81 9.5532 16.3349
Si 9.5418 12.2693 16.2807
Si 12.2115 14.9581 16.3386
Si 14.9055 17.6342 16.2398
Si 12.2602 4.0976 16.3013
Si 14.9702 6.8268 16.2823
Si 12.2049 9.47 16.3014
Si 14.9684 12.2182 16.2201
Si 2.7441 16.3729 17.7157
Si 5.4424 19.0271 17.7578
Si 2.7148 5.4041 17.5705
Si 5.4269 8.1697 17.6517
Si 2.7087 10.8854 17.7469
Si 5.3874 13.6663 17.7515
Si 8.1259 16.3074 17.679
Si 10.9768 19.0378 17.7002
Si 8.1947 5.4318 17.7815
Si 10.8704 8.0746 17.6963
Si 8.2016 10.9516 17.6511
Si 10.8542 13.5958 17.7105
Si 13.6068 16.2935 17.674
Si 16.2347 18.9934 17.5641
Si 13.6138 5.4869 17.6449
Si 16.3089 8.1974 17.644
Si 13.5779 10.8913 17.5591
Si 16.3586 13.5238 17.5736
Si 17.5227 17.6536 18.9642
Si 4.0175 4.0821 19.0341
Si 17.6884 6.7847 18.8941
Si 4.0907 9.5126 19.0744
Si 17.6649 12.268 19.0895
Si 4.1107 15.1078 19.1932
Si 6.8207 17.6597 19.1194
Si 9.6549 4.0856 19.1014
Si 6.7511 6.8159 19.0577
Si 9.5138 9.5076 18.9684
Si 6.8288 12.3091 19.0231
Si 9.4695 14.954 19.0615
Si 12.3602 17.6816 19.1056
Si 14.9606 4.0802 18.9325
Si 12.2979 6.7796 19.1127
Si 14.9203 9.5811 18.9459
Si 12.2488 12.1997 18.9943
Si 14.9603 14.8178 18.8945
Si 16.4332 15.9528 20.2548
Si 2.2809 19.3038 20.188
Si 16.4999 5.2727 20.2013
Si 2.8948 7.8686 20.2662
Si 16.0062 11.1197 20.3264
Si 2.4719 13.9236 20.3611
Si 5.7332 16.1984 20.6568
Si 8.5115 18.7629 20.295
Si 5.122 5.6969 20.3484
Si 7.8844 8.4678 20.2847
Si 5.7102 10.7196 20.2966
Si 7.8891 13.8603 20.463
Si 10.694 16.5296 20.2751
Si 13.6009 19.2365 20.4383
Si 11.3156 5.1108 20.4712
Si 13.4147 8.4675 20.3415
Si 11.1235 10.5927 20.2684
Si 13.8264 13.3301 20.3149
Si 16.8052 8.3264 24.6888
Si 15.4124 15.1544 26.6476
Si 15.2811 17.5603 22.555
Si 9.4966 10.2732 24.6399
Si 14.9682 10.4565 25.6434
Si 4.9408 9.2743 26.5076
Si 14.1171 20.2256 26.6703
Si 3.7772 11.96 22.3186
Si 2.0432 18.3651 23.0294
Si 6.995 5.6579 26.9482
Si 13.0188 6.058 24.624
Si 10.2965 5.4613 23.3783
Si 12.4135 9.1933 25.1858
Si 16.3969 18.1456 26.8438
Si 13.2941 16.3453 24.7486
Si 13.0147 10.3911 27.7705
Si 4.1095 20.9674 26.9809
Si 17.879 9.7209 22.2917
Si 7.9408 10.088 27.3354
Si 2.0445 19.8787 25.3953
Si 4.8032 17.7935 23.3808
Si 8.2675 7.7794 23.1937
Si 7.309 17.6688 25.2268
Si 5.0854 13.7593 27.5092
Si 11.9669 14.6766 22.4694
Si 5.6198 4.4994 23.1901
Si 3.707 12.0245 25.4343
Si 18.1172 6.2418 26.5919
Si 9.788 12.4103 22.5002
Si 14.9697 6.8367 22.5197
Si 5.7925 7.0256 24.6109
Si 7.5042 15.7349 27.4485
Si 8.8613 19.5967 26.9496
Si 8.2535 19.5458 23.2291
Si 11.6213 18.3692 26.5976
Si 16.966 12.5472 26.2453
Si 1.3044 14.9905 5.4537
Si 4.0237 1.3735 5.4836
Si 1.3795 4.108 5.3961
Si 4.0623 6.7946 5.4049
Si 1.3554 9.4913 5.4062
Si 4.0847 12.2097 5.4677
Si 6.8113 14.9204 5.5155
Si 9.5369 1.3603 5.5025
Si 6.7633 4.0992 5.4812
Si 9.526 6.8473 5.4386
Si 6.7945 9.4552 5.4304
Si 9.5335 12.1994 5.4932
Si 12.2687 14.9192 5.5329
Si 15.0031 1.3926 5.4789
Si 12.2655 4.1249 5.4413
Si 14.9815 6.8057 5.3831
Si 12.2422 9.5579 5.3962
Si 14.9295 12.2363 5.404
Si 2.6788 16.3236 6.8305
Si 5.4048 2.7335 6.8279
Si 2.7246 5.4421 6.7876
Si 5.4267 8.1278 6.7949
Si 2.7076 10.8491 6.7919
Si 5.437 13.563 6.8439
Si 8.164 16.3168 6.8454
Si 10.9137 2.7408 6.8109
Si 8.1643 5.4626 6.7951
Si 10.8836 8.2061 6.7867
Si 8.1458 10.8336 6.8058
Si 10.8844 13.5643 6.856
Si 13.6252 16.3372 6.8257
Si 16.3633 2.7542 6.807
Si 13.6283 5.4715 6.7898
Si 16.3205 8.1502 6.7788
Si 13.5892 10.8886 6.7922
Si 16.2831 13.5965 6.7883
Si 1.3598 17.7014 8.1923
Si 4.0672 4.0978 8.1829
Si 1.3591 6.7968 8.1488
Si 4.0764 9.5019 8.1542
Si 1.3488 12.2343 8.1351
Si 4.0655 14.9542 8.1646
Si 6.7811 17.6847 8.1706
Si 9.5231 4.093 8.1497
Si 6.7981 6.796 8.1686
Si 9.5175 9.5161 8.1808
Si 6.8066 12.2069 8.1808
Si 9.5266 14.9507 8.1897
Si 12.255 17.6902 8.1746
Si 14.9732 4.0954 8.1541
Si 12.2457 6.8263 8.1357
Si 14.9616 9.5199 8.1363
Si 12.2439 12.2163 8.1976
Si 14.9586 14.9578 8.1789
Si 16.3178 16.3239 9.5301
Si 2.7264 2.7295 9.5469
Si 16.3289 5.4419 9.5214
Si 2.7197 8.1507 9.5176
Si 16.319 10.8766 9.5032
Si 2.7076 13.5881 9.5109
Si 5.4301 16.3156 9.5254
Si 8.1569 2.7304 9.5106
Si 5.4415 5.4456 9.5359
Si 8.1546 8.1541 9.5314
Si 5.4341 10.858 9.5269
Si 8.1586 13.5876 9.5353
Si 10.8881 16.3233 9.5301
Si 13.6135 2.7334 9.5201
Si 10.8862 5.4551 9.5005
Si 13.6009 8.1705 9.5086
Si 10.8707 10.8713 9.5473
Si 13.5966 13.5997 9.5359
Si 1.36 14.9548 10.8755
Si 4.088 17.6799 10.8946
Si 1.3668 4.0903 10.8963
Si 4.0837 6.8076 10.8934
Si 1.3618 9.5212 10.8684
Si 4.0794 12.2381 10.8712
Si 6.7967 14.9598 10.8833
Si 9.51 17.684 10.87
Si 6.8044 4.0817 10.8865
Si 9.5228 6.7941 10.8783
Si 6.7939 9.5097 10.8952
Si 9.5121 12.2358 10.9028
Si 12.2367 14.9591 10.8953
Si 14.9593 17.6856 10.8842
Si 12.233 4.0852 10.8664
Si 14.9553 6.8 10.8641
Si 12.2404 9.5127 10.8877
Si 14.9658 12.2336 10.873
Si 2.7239 16.308 12.2347
Si 5.4549 2.7183 12.2518
Si 2.735 5.4448 12.2557
Si 5.4403 8.1599 12.2674
Si 2.7266 10.8804 12.2304
Si 5.4385 13.5993 12.2369
Si 8.1534 16.3307 12.241
Si 10.8651 2.7229 12.226
Si 8.1648 5.4402 12.2458
Si 10.8742 8.1542 12.2406
Si 8.1455 10.875 12.2549
Si 10.8694 13.6013 12.2551
Si 13.5971 16.3277 12.2435
Si 16.3265 2.7186 12.2398
Si 13.5911 5.441 12.223
Si 16.3204 8.1536 12.217
Si 13.6025 10.8823 12.232
Si 16.3202 13.5947 12.2321
Si 1.3676 17.6669 13.5888
Si 4.1041 4.0813 13.6107
Si 1.3611 6.8119 13.5912
Si 4.0831 9.5414 13.6141
Si 1.3745 12.2455 13.585
Si 4.087 14.9598 13.5999
Si 6.8116 17.689 13.6262
Si 9.5093 4.0679 13.6045
Si 6.8129 6.7954 13.6167
Si 9.5093 9.5098 13.6008
Si 6.7864 12.2434 13.6101
Si 9.5041 14.9713 13.6048
Si 12.2126 17.6787 13.5876
Si 14.9539 4.082 13.5762
Si 12.228 6.787 13.592
Si 14.96 9.5065 13.5712
Si 12.2395 12.2349 13.5967
Si 14.9618 14.9576 13.5873
Si 16.3372 16.2983 14.9477
Si 2.7323 2.708 14.9392
Si 16.3125 5.4444 14.9304
Si 2.7176 8.1756 14.9538
Si 16.3377 10.8597 14.9085
Si 2.7355 13.5977 14.9595
Si 5.4324 16.3309 14.9652
Si 8.1725 2.722 15.0069
Si 5.4791 5.4217 14.986
Si 8.16 8.1623 14.9853
Si 5.4285 10.9081 14.9962
Si 8.1392 13.6154 14.9607
Si 10.8641 16.3222 14.9714
Si 13.5794 2.7241 14.9194
Si 10.8667 5.4252 14.9544
Si 13.5904 8.1564 14.929
Si 10.8755 10.8659 14.9466
Si 13.585 13.6166 14.947
O 13.1961 14.0392 21.6361
O 10.4529 13.3617 29.1228
O 3.9994 6.7958 20.8242
O 17.7986 7.4449 25.583
O 17.6331 14.99 20.8381
O 9.6552 20.2985 23.4301
O 13.202 16.1443 29.1468
O 5.2836 16.9221 22.0694
O 8.5699 9.168 23.9347
O 5.4792 16.0781 0.0222
O 5.3027 12.5775 28.5889
O 12.2399 9.516 20.8175
O 14.377 17.145 23.8271
O 12.2246 9.4045 26.7801
O 6.8031 14.984 21.0037
O 9.6151 17.6509 20.7733
O 13.8523 5.934 23.246
O 9.2432 19.3655 28.5113
O 2.4016 10.5833 28.9188
O 4.8542 19.4009 23.0969
O 8.2401 18.1007 23.9652
O 3.602 19.9612 25.8256
O 6.8129 9.6108 20.7881
O 11.4142 17.5912 28.0047
O 18.4766 16.2626 29.0645
O 8.5206 13.1148 21.7739
O 16.9372 12.1498 27.8297
O 10.7521 7.599 29.2405
O 3.4441 20.4652 28.3675
O 7.8939 19.354 21.6738
O 10.8959 13.5304 22.8041
O 14.4874 18.745 21.7431
O 15.8198 9.0854 25.7149
O 16.6824 18.2724 28.4465
O 15.8233 5.9131 21.5255
O 6.6643 7.5462 23.3468
O 14.0556 15.3838 25.8054
O 15.6493 7.9726 29.1425
O 6.8684 16.8816 28.3978
O 15.4529 16.3469 21.5016
O 8.4006 4.8406 26.835
O 12.8074 7.639 24.9564
O 1.9702 19.7939 23.791
O 3.4115 6.1012 26.7458
O 8.5954 7.8706 21.6164
O 14.3939 10.8676 27.0946
O 4.2148 8.8881 27.928
O 10.4061 11.258 21.558
O 16.8145 17.8683 23.0175
O 7.6106 11.2887 28.3856
O 6.9288 6.6047 25.6675
O 17.6685 9.4133 23.8557
O 14.7103 20.6688 28.1031
O 11.2875 15.8576 21.6192
O 12.4351 3.9789 20.9109
O 10.7885 5.763 21.8645
O 14.205 7.9924 21.6858
O 4.8606 8.1467 25.3279
O 17.5815 4.1571 20.7086
O 13.405 9.5656 29.075
O 8.7916 8.9851 28.1607
O 3.1909 13.3313 21.7025
O 5.1414 18.7149 29.2107
O 2.7098 10.7981 22.0497
O 8.8557 15.1794 28.1329
O 14.9187 12.2279 20.8506
O 17.4133 6.4307 28.0253
O 16.4495 14.0672 26.0548
O 5.7704 5.0595 21.6854
O 7.0825 4.1821 23.8209
O 5.1553 11.5094 21.6132
O 10.1953 19.0472 26.1742
O 15.1801 19.0607 26.2425
O 4.624 13.1532 26.1127
O 3.9366 14.7362 28.065
O 6.5176 9.5648 26.7719
O 12.1222 11.6663 28.1535
O 13.6636 10.1508 24.7013
O 11.0218 9.6955 24.5399
O 9.212 6.595 23.7761
O 7.7701 16.2951 25.953
O 2.6595 18.5027 21.5457
O 15.0386 14.6186 28.1328
O 16.5217 10.3123 21.6507
O 6.4787 14.5115 27.3187
O 4.1472 10.5734 25.9727
O 12.2661 17.3771 25.4808
O 17.5679 4.8585 25.9413
O 2.0234 8.3643 21.5538
O 17.7239 18.5482 26.0344
O 2.1521 12.3379 25.7165
O 7.5695 18.7987 26.3728
O 15.9481 7.4611 23.6348
O 5.7107 20.9766 26.99
O 12.4551 15.3297 23.8384
O 9.3707 11.6911 23.8756
O 15.9824 11.6564 25.2927
O 5.7884 17.505 24.6548
O 16.1448 16.581 26.6185
O 8.915 10.5448 26.1288
O 13.8822 5.2022 25.7146
O 4.9738 5.6958 24.1072
O 12.8277 5.6047 29.2221
O 3.2304 17.4581 23.7261
O 11.5418 5.4414 24.4086
O 12.6634 19.5673 26.8589
O 4.0255 12.1418 23.8729
O 6.7285 6.6772 28.1985

Results
total energy: -82020.024 eV
total energy less fixed offsets of O -438.35, Si -107.03 eV per atom: -0.504 eV

Forces (eV/angstrom), in the order of the atoms: element, x, y, z
Si -0.1268 0.1492 0.7578
Si -0.3647 0.2722 0.6952
Si 0.1254 -0.2147 0.6655
Si 0.0394 -0.0252 0.6504
Si 0.1186 -0.2375 0.7577
Si 0.1052 -0.1957 0.7296
Si 0.3557 -0.1305 0.6537
Si -0.0519 -0.0212 0.5387
Si -0.0858 0.2678 0.7097
Si 0.167 -0.1701 0.8319
Si -0.2638 0.1735 0.7733
Si -0.1728 0.3225 0.7429
Si 0.1014 -0.329 0.7704
Si 0.1958 -0.172 0.7886
Si 0.2146 0.0926 0.5698
Si -0.164 0.1964 0.6932
Si 0.1055 -0.2217 0.6957
Si -0.0897 0.0865 0.6321
Si 0.0445 0.006 -0.028
Si -0.0043 0.0411 -0.0473
Si -0.0272 0.058 -0.0734
Si 0.0693 -0.0336 -0.0552
Si -0.0293 -0.0233 -0.0036
Si -0.0515 -0.0506 -0.0241
Si -0.0197 -0.0011 -0.0229
Si -0.0454 0.0112 0.0142
Si -0.015 0.0241 -0.0079
Si -0.0221 0.0251 -0.0575
Si 0.0369 -0.0332 -0.0659
Si 0.0112 -0.016 -0.0972
Si 0.0169 -0.0179 -0.1115
Si 0.0249 -0.0101 -0.0749
Si 0.0216 0.0182 -0.045
Si 0.0278 -0.0513 -0.024
Si 0.0156 0.0017 -0.0534
Si -0.0198 -0.001 -0.0764
Si -0.0107 0.0282 -0.0216
Si 0.0229 0.0139 -0.0038
Si -0.02 -0.0112 0.0151
Si -0.0048 -0.006 -0.0033
Si 0.0214 0.0146 0.0404
Si 0.0221 0.0412 0.0532
Si -0.035 -0.0257 0.0657
Si -0.0484 0.0035 0.0424
Si 0.0164 0.0295 0.0114
Si -0.009 0.006 0.0544
Si 0.0258 -0.0027 0.0216
Si 0.0217 -0.0508 0.0304
Si 0.0524 -0.0256 0.0827
Si -0.011 -0.0161 0.0201
Si -0.0005 -0.0228 -0.0416
Si 0.0172 -0.0105 0.0224
Si -0.0422 0.0112 0.0483
Si -0.0308 0.0076 0.031
Si -0.0052 -0.0026 -0.0109
Si 0.0177 -0.0395 -0.005
Si 0.0017 0.018 -0.0268
Si -0.0424 -0.0185 0.0033
Si 0.0048 -0.0261 -0.0083
Si -0.0267 0.0163 -0.0116
Si 0.0138 -0.0326 0.0281
Si 0.0304 -0.0021 -0.0203
Si 0.0206 0.0045 -0.0199
Si 0.0085 -0.0094 -0.0535
Si -0.0244 0.0077 -0.0095
Si -0.001 0.0355 0.0064
Si 0.0193 -0.0203 -0.01
Si 0.0029 0.0419 -0.0121
Si 0.0169 0.0038 0.0047
Si 0.0102 0.0193 0.0081
Si -0.0137 0.0107 -0.0393
Si -0.0101 -0.0049 -0.0147
Si -0.0139 0.0147 0.0447
Si -0.0241 0.0042 0.0124
Si 0.0304 0.0009 0.0022
Si 0.0002 0.0189 0.0151
Si 0.0082 0.0176 0.0197
Si 0.0204 0.0344 0.0182
Si 0.0175 -0.0005 0.0287
Si 0.0116 -0.0121 0.0417
Si -0.0047 0.0059 0.0087
Si 0.0214 0.0011 0.0138
Si -0.0156 -0.0118 0.0158
Si -0.0031 -0.0198 -0.005
Si 0.0142 -0.0241 0.0009
Si -0.0035 0.01 -0.0056
Si -0.0216 -0.0134 0.0255
Si -0.0213 -0.0295 0.0032
Si -0.0029 0.0096 0.0309
Si -0.0049 -0.0071 0.0013
Si -0.0096 -0.026 -0.0064
Si 0.0088 -0.0104 0.0126
Si -0.0133 -0.0255 -0.0424
Si -0.0104 -0.0133 -0.0388
Si 0.0145 0.0081 -0.0009
Si -0.0421 0.0005 0.0002
Si 0.0295 0.0353 -0.0349
Si -0.0102 -0.019 -0.0306
Si 0.0057 0.0003 0.0114
Si 0.037 0.0026 -0.0197
Si -0.0234 -0.0061 -0.0026
Si -0.0078 0.0064 0.018
Si -0.0044 0.0148 0.0101
Si 0.0046 0.0269 -0.0269
Si 0.0018 0.0169 -0.0217
Si -0.007 -0.0034 -0.0006
Si -0.0039 0.0074 -0.0274
Si 0.0182 -0.0296 -0.0304
Si -0.0192 -0.0914 0.0305
Si -0.0217 0.0096 0.0914
Si 0.0092 0.0103 0.037
Si -0.0177 0.0155 0.0322
Si -0.0006 -0.0061 0.0441
Si 0.0553 -0.0011 0.0243
Si -0.0241 -0.0323 0.0626
Si 0.0515 0.0044 0.0667
Si -0.0061 -0.0071 0.0691
Si 0.0267 -0.0032 0.0354
Si 0.0035 0.045 0.0157
Si -0.0265 -0.0007 0.0142
Si -0.0025 0.0327 0.0375
Si -0.0218 0.0028 0.0378
Si -0.0259 0.0313 0.0549
Si -0.0047 0.0165 0.0419
Si 0.0366 -0.0201 0.0335
Si -0.0165 -0.021 0.0514
Si 0.0022 0.2368 -0.7193
Si 0.165 -0.0495 -0.7923
Si -0.1327 0.1256 -0.7722
Si -0.0515 0.2417 -0.7182
Si 0.2771 -0.0794 -0.7749
Si 0.1128 -0.1686 -0.7466
Si -0.2353 0.1503 -0.6661
Si -0.1 0.1606 -0.8144
Si 0.1166 -0.1282 -0.7956
Si 0.0526 -0.1214 -0.7381
Si -0.2204 0.0655 -0.6966
Si 0.1449 -0.0594 -0.7005
Si 0.1471 -0.1624 -0.8234
Si 0.0718 -0.2233 -0.6866
Si -0.125 0.1138 -0.7674
Si 0.0694 -0.2352 -0.7569
Si -0.0815 0.1159 -0.7504
Si -0.2069 0.106 -0.7628
Si -0.0874 -0.0431 -0.0979
Si -0.0407 -0.0583 0.095
Si -0.0005 0.1248 -0.0406
Si 0.1249 -0.0991 0.097
Si -0.0661 0.0431 -0.0987
Si 0.054 0.0408 0.1073
Si 0.0745 -0.0166 -0.0874
Si -0.0192 0.0312 -0.1251
Si -0.0809 -0.1381 -0.0461
Si 0.0328 -0.0715 0.2081
Si 0.014 0.0352 0.0868
Si -0.0403 0.0768 -0.122
Si -0.01 0.0286 -0.0414
Si -0.1735 0.1354 0.167
Si 0.0856 0.1609 0.0067
Si -0.0001 0.0184 -0.0761
Si 0.059 0.0432 0.0697
Si -0.0184 -0.0176 -0.0593
Si -0.0943 0.0183 0.0876
Si -0.054 0.1317 0.0225
Si 0.0773 -0.1049 -0.1137
Si 0.0673 -0.1027 -0.0384
Si -0.0476 0.0425 -0.0103
Si 0.0025 0.0383 0.1283
Si 0.0033 -0.086 -0.1875
Si -0.0566 -0.049 0.0284
Si -0.1008 -0.0982 0.0762
Si -0.029 -0.007 0.0947
Si -0.001 0.0599 -0.2069
Si 0.0511 0.0735 -0.106
Si -0.0926 0.0405 -0.0228
Si -0.0484 0.0885 0.1106
Si 0.1065 -0.077 0.0557
Si -0.0498 0.0065 -0.0767
Si -0.0283 -0.1108 -0.0038
Si 0.0286 -0.0572 0.1486
Si -0.0128 0.0117 0.0051
Si -0.0262 -0.0047 -0.0001
Si -0.0057 0.0051 -0.0259
Si -0.0037 -0.0033 0.0017
Si 0.0039 0.0079 -0.0076
Si 0.0359 0.0181 0.0042
Si 0.0182 0.0189 0.0106
Si 0.0062 -0.0032 0.0133
Si -0.0075 -0.001 -0.0033
Si -0.0149 0.0032 -0.0076
Si 0.0088 -0.0145 -0.0018
Si 0.0161 -0.0039 -0.0072
Si -0.0254 -0.0078 0.0178
Si -0.0098 -0.0181 -0.0033
Si 0.0021 -0.0088 0.009
Si 0.0023 0.004 -0.0174
Si -0.0014 0.0099 -0.0097
Si -0.0087 0.0089 -0.006
Si 0.0019 0.0221 -0.0041
Si -0.003 -0.0019 -0.0015
Si -0.0004 -0.0029 0.0061
Si 0.0121 -0.0049 -0.0013
Si -0.0118 -0.0108 -0.003
Si 0.0031 0.0017 0.0029
Si -0.0084 -0.0124 -0.0062
Si 0.0061 -0.0051 -0.0063
Si 0.0126 -0.0084 -0.0078
Si -0.0247 0.0201 -0.0012
Si 0.0152 0.0104 -0.0036
Si 0.023 -0.0065 0.0102
Si -0.0084 0.0013 -0.0075
Si -0.0083 -0.0097 -0.0022
Si 0.0037 0.0018 -0.0008
Si 0.0037 -0.0064 0.0106
Si -0.0051 0.0081 -0.0041
Si 0.0064 0.0015 -0.0078
Si 0.0092 -0.0002 0.0146
Si -0.0043 -0.0051 0.0088
Si -0.0096 -0.006 -0.0003
Si 0.0051 0.013 0.0009
Si 0.0096 0.0072 -0.0135
Si -0.0005 -0.003 -0.011
Si 0.0049 -0.0023 -0.0113
Si -0.0025 -0.0125 -0.0062
Si -0.0138 -0.0004 0.0029
Si 0.0019 -0.0091 0.0065
Si -0.0101 0.0054 -0.0002
Si 0.0188 0.0084 0.0042
Si 0.0031 0.0092 0.0094
Si -0.005 -0.0015 -0.0014
Si 0.0175 -0.0009 -0.0045
Si 0.0069 0.0098 -0.0079
Si -0.0244 -0.0093 0.0141
Si -0.0108 -0.0024 -0.0005
Si 0.0009 0.0031 0.0025
Si 0.0033 0.0022 0.0108
Si 0.0037 -0.0003 0.0028
Si 0.0042 -0.0036 0.0025
Si -0.0092 -0.0006 -0.0026
Si -0.0054 -0.003 -0.0038
Si -0.0066 0.0081 -0.0027
Si 0.0024 -0.0007 -0.0054
Si 0.0119 -0.0137 0.0017
Si 0.0031 0.0015 -0.0033
Si 0.0016 -0.005 0.0018
Si 0.0022 -0.0006 -0.0059
Si -0.0085 0.0008 -0.0007
Si 0.0026 -0.011 0.001
Si -0.0039 -0.0007 -0.0062
Si -0.0113 0.0106 0.0024
Si 0.0052 0.0097 0.0086
Si -0.0009 0.0021 0.0019
Si 0.0043 0.0121 -0.003
Si 0.0043 0.0006 0.0051
Si -0.0054 -0.0178 0.0054
Si -0.0071 0.0049 0.0006
Si 0.0051 0.0055 -0.0056
Si 0.0016 -0.0032 -0.0064
Si -0.0017 -0.0043 -0.0064
Si -0.0043 0.0049 -0.0047
Si -0.0114 0.0019 0.0012
Si -0.0076 -0.0043 -0.003
Si 0.0044 0.0038 0
Si 0.0134 0.0024 0.0032
Si 0.006 -0.0067 0.0112
Si -0.0174 -0.001 0.0061
Si 0.0084 0.0022 -0.0025
Si 0.0098 -0.0013 -0.008
Si -0.0131 -0.0072 0.0025
Si 0.0038 0.0067 -0.0046
Si -0.011 -0.0131 -0.0036
Si 0.0141 -0.0027 -0.0016
Si 0.0068 0.0087 0.0012
Si 0.0032 0.0002 0.005
Si -0.0024 0.0047 -0.0033
Si -0.0052 0.0033 0
Si 0.0106 0.007 -0.0022
Si -0.0178 -0.0185 -0.0079
Si 0.0106 -0.0083 -0.0068
Si 0.0181 0.0042 0.0005
Si -0.0187 -0.0068 -0.0009
Si -0.0112 0.0051 0.0043
Si 0.0123 0.0128 0.0022
Si 0.016 0.0104 0.0029
Si -0.0074 -0.0016 0.0006
Si -0.021 -0.0082 -0.0054
Si 0.0027 0.0105 -0.0001
Si -0.003 -0.0087 -0.0042
Si 0.0084 -0.0005 0.0015
Si -0.0089 0.0018 -0.0004
Si 0.0053 0.0013 -0.0051
Si -0.0002 0.0063 0.0033
Si -0.0031 0.0048 0.0009
Si 0.0014 0.0096 -0.0035
Si -0.0025 -0.0037 0.0025
Si 0.0047 0.0067 -0.001
Si -0.0039 0.0045 0.0052
Si 0 0.0048 -0.003
Si 0.0098 -0.005 -0.0022
Si -0.0002 -0.0037 -0.001
Si -0.003 0.0146 -0.0059
Si -0.0043 -0.0093 -0.0001
Si -0.0112 -0.0074 0.0037
Si 0.0167 0 -0.0037
Si 0.0113 -0.007 0.0054
Si -0.0062 0.0009 0.0061
Si 0.0253 0.0013 0.0064
Si 0.0017 -0.0029 -0.0057
Si 0.0053 -0.0042 0.0017
Si -0.015 -0.0094 0.0016
Si -0.0075 -0.0045 -0.0142
Si -0.0055 -0.0171 0.0019
Si -0.0043 -0.017 0.0055
Si 0.0065 -0.0035 0.0108
Si 0.0088 -0.0127 0.0085
Si 0.0005 0.0128 0.0105
Si -0.0084 0.0014 0.0132
Si -0.0074 0.0197 -0.0026
Si -0.0088 0.0169 0.0079
Si -0.017 0.0035 -0.0087
Si 0.0074 -0.0018 -0.0002
Si -0.0057 0.0088 -0.0027
Si 0.0077 -0.005 -0.0033
Si -0.0047 0.006 0.0033
O 0.0945 0.1831 0.3844
O -0.1115 -0.2508 -0.4226
O 0.1921 -0.0423 0.5885
O 0.5622 0.2919 0.077
O -0.1111 -0.0062 0.3914
O 0.3733 -0.3196 0.3475
O 0.0071 -0.0071 -0.4433
O 0.1548 0.1912 0.1335
O -0.1538 0.183 0.1326
O -0.1405 -0.1039 -0.2882
O -0.4511 -0.2668 0.2119
O 0.1392 -0.0793 0.5964
O -0.0077 0.2985 0.1647
O -0.4852 -0.326 0.269
O 0.2004 -0.0936 0.2517
O 0.0228 0.1259 0.1449
O -0.0972 -0.4485 -0.3697
O 0.1514 -0.4249 0.0104
O 0.0884 0.0862 -0.2285
O -0.1907 0.2107 -0.1209
O 0.5174 -0.2553 -0.3285
O 0.4566 -0.2854 -0.232
O 0.0558 -0.1404 0.3368
O -0.4387 -0.2365 -0.1143
O 0.0313 -0.0074 -0.4484
O -0.2562 -0.138 0.3576
O -0.1852 0.2061 -0.1026
O 0.0845 -0.0411 -0.4414
O -0.643 -0.0715 0.0071
O -0.261 0.0753 -0.1369
O -0.1221 -0.2157 0.3738
O -0.0507 0.3466 0.2657
O -0.1274 -0.2339 0.4379
O -0.2316 0.2313 0.2282
O -0.1514 -0.1701 0.2834
O -0.2022 0.254 -0.3705
O -0.2716 -0.2512 0.0992
O -0.1971 0.203 -0.5971
O 0.271 0.0471 -0.3346
O -0.3269 -0.4493 -0.0721
O 0.2247 0.5151 -0.329
O 0.2366 0.0272 -0.0994
O -0.3203 0.6461 -0.275
O 0.2949 0.6678 -0.0773
O 0.2775 -0.3182 0.0925
O 0.2016 0.2975 0.1316
O 0.1938 -0.4748 -0.1275
O -0.068 -0.1798 0.3405
O 0.0582 0.0362 0.2791
O 0.2405 0.0562 -0.0226
O 0.7061 0.4209 -0.0138
O 0.4007 0.4097 0.4353
O 0.4205 -0.102 0.0211
O 0.1751 0.1828 0.3707
O -0.0339 0.2301 0.4586
O 0.089 0.5752 -0.0022
O -0.0109 0.1554 0.2699
O -0.2711 0.0863 -0.1253
O 0.1837 -0.0795 0.3616
O -0.3355 0.074 0.0702
O -0.0159 -0.2169 -0.4579
O 0.12 0.2277 0.4782
O 0.0813 -0.0108 -0.471
O 0.0303 -0.0177 -0.1324
O 0.1525 0.2817 -0.3535
O -0.1928 0.052 0.2743
O -0.0018 -0.0651 -0.0087
O 0.2112 0.2767 -0.2735
O 0.477 0.0384 -0.1473
O 0.0357 0.1903 0.4324
O 0.4121 0.2678 0.2255
O 0.0879 -0.1304 -0.5635
O -0.1364 -0.2763 -0.3356
O 0.0403 0.2421 -0.5326
O -0.2822 0.3256 -0.4995
O 0.051 -0.2349 -0.2631
O 0.0493 0.0888 -0.6179
O -0.0175 0.2971 -0.6341
O 0.0308 0.0591 -0.4855
O -0.117 0.0598 0.5429
O 0.2784 -0.3852 -0.3628
O 0.293 -0.4212 0.1766
O 0.2289 -0.4922 -0.0119
O -0.4386 0.0504 0.415
O 0.161 -0.2675 -0.2416
O -0.0201 -0.0176 0.0893
O 0.0085 0.0451 -0.1145
O -0.38 0.0737 -0.2963
O -0.0892 -0.2911 0.4991
O 0.3638 -0.3545 -0.1856
O 0.0039 -0.0411 -0.1076
O -0.2771 0.2107 0.1455
O 0.281 -0.2799 -0.0697
O -0.0504 -0.6368 -0.0859
O -0.1575 -0.2862 0.3782
O -0.4317 0.1796 0.2918
O 0.1866 0.0594 -0.6897
O -0.3071 -0.2949 0.4329
O 0.1727 -0.0954 -0.1342
O 0.315 0.2056 0.0953
O 0.312 0.1556 0.0383
O -0.7054 -0.1255 0.2305
O -0.0126 0.1876 -0.6686
O -0.1812 -0.3692 0.2223
O -0.2411 -0.1987 0.3702
O -0.3113 0.3497 0.0509
O 0.1795 0.352 0.0783
O -0.1966 0.4933 -0.1699
